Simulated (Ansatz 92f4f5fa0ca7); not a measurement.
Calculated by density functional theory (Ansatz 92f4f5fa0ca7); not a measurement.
Periodic cell of 351 atoms, Si241O110, from a study of silicon, its oxide and their interface. The atomic structure is a simulated model.
Doubt: the cutoff is far below the 930 eV that the study's wrapper takes by default for these files, so forces and energies are approximate.

Settings: functional PBE; potential files Ansatz PAW; basis plane waves; wave-function cutoff 580 eV; density cutoff ratio 5; exchange-correlation grid ratio 1; k mesh 1 x 1 x 1, Gamma-centred; self-consistency stop 5e-08 eV per atom in the density residual; occupations fixed; spin none; net charge 0.

Cell vectors (angstrom)
a  11.6015  0  0
b  0  13.3963  0
c  0  0  40.0808

Atoms and the computed forces on them: element, x, y, z (angstrom), force x, y, z (eV/angstrom)
Si  0  2.2327  1.1851  0.01  0.0277  0.0306
Si  3.8672  2.2327  1.1851  -0.0038  0.0034  0.0185
Si  7.7343  2.2327  1.1851  0.0098  0.0415  -0.0032
Si  1.9336  5.5818  1.1851  0.0004  -0.012  -0.0012
Si  5.8008  5.5818  1.1851  0.0139  -0.0129  0.022
Si  9.6679  5.5818  1.1851  0.0127  -0.006  -0.0015
Si  0  8.9308  1.1851  0.0073  -0.014  0.0043
Si  3.8672  8.9308  1.1851  0.0013  0.0058  -0.0256
Si  7.7343  8.9308  1.1851  0.0085  0.0061  0.0063
Si  1.9336  12.2799  1.1851  0.0171  -0.0188  -0.0218
Si  5.8008  12.2799  1.1851  -0.0091  -0.0041  0.0297
Si  9.6679  12.2799  1.1851  0.0057  0.0136  0.0139
Si  1.9336  1.1164  1.9745  -0.0084  -0.0138  -0.009
Si  5.8008  1.1164  1.9745  -0.0126  -0.0225  -0.0151
Si  9.6679  1.1164  1.9745  -0.0327  -0.0488  -0.0117
Si  0  4.4654  1.9745  -0.0253  0.0144  0.0108
Si  3.8672  4.4654  1.9745  -0.0404  0.0152  0.002
Si  7.7343  4.4654  1.9745  -0.0025  -0.0677  0.0039
Si  1.9336  7.8145  1.9745  -0.0038  0.0227  0.0059
Si  5.8008  7.8145  1.9745  -0.0586  0.0331  -0.0069
Si  9.6679  7.8145  1.9745  0.0088  0.0028  -0.0054
Si  0  11.1635  1.9745  0.04  0.0254  -0.0038
Si  3.8672  11.1635  1.9745  -0.0666  -0.0192  0.0106
Si  7.7343  11.1635  1.9745  0.0016  -0.0336  -0.0076
Si  1.9336  1.1164  4.3426  -0.0582  -0.0195  0.17
Si  5.8008  1.1164  4.3426  -0.0613  -0.0526  0.1373
Si  9.6679  1.1164  4.3426  -0.0646  -0.0706  0.1809
Si  0  4.4654  4.3426  -0.0719  0.0176  -0.0808
Si  3.8672  4.4654  4.3426  -0.0998  0.0325  0.069
Si  7.7343  4.4654  4.3426  -0.0069  -0.1313  -0.1727
Si  1.9336  7.8145  4.3426  -0.0303  0.0758  0.0187
Si  5.8008  7.8145  4.3426  -0.1615  0.0525  0.0287
Si  9.6679  7.8145  4.3426  0.0338  0.0238  0.0009
Si  0  11.1635  4.3426  0.0889  0.0445  0.0193
Si  3.8672  11.1635  4.3426  -0.1628  -0.0199  -0.1314
Si  7.7343  11.1635  4.3426  -0.0363  -0.0127  0.0825
Si  0  0  35.7402  0.0925  0.0363  0.0257
Si  3.8672  0  35.7402  0.0427  0.0259  -0.0921
Si  7.7343  0  35.7402  0.0124  0.0617  -0.009
Si  1.9336  3.3491  35.7402  0.1116  0.046  -0.1544
Si  5.8008  3.3491  35.7402  -0.0554  0.0236  0.0188
Si  9.6679  3.3491  35.7402  0.0749  0.0787  -0.1313
Si  0  6.6981  35.7402  0.1578  -0.0471  -0.0699
Si  3.8672  6.6981  35.7402  0.0557  -0.0753  0.0321
Si  7.7343  6.6981  35.7402  -0.0405  -0.0006  0.1639
Si  1.9336  10.0472  35.7402  0.0189  -0.0578  0.0061
Si  5.8008  10.0472  35.7402  0.0434  -0.0904  0.0307
Si  9.6679  10.0472  35.7402  0.0676  0.0568  0.1824
Si  0  0  38.1083  0.0371  0.0103  -0.0046
Si  3.8672  0  38.1083  0.0057  0.0152  0.0087
Si  7.7343  0  38.1083  0.0062  0.0468  0.0014
Si  1.9336  3.3491  38.1083  0.0284  0.0305  0.0163
Si  5.8008  3.3491  38.1083  -0.0255  0.0212  0.0053
Si  9.6679  3.3491  38.1083  0.025  0.0493  0.0189
Si  0  6.6981  38.1083  0.0609  -0.0197  0.0102
Si  3.8672  6.6981  38.1083  0.0241  -0.0274  -0.013
Si  7.7343  6.6981  38.1083  -0.014  0.004  -0.0062
Si  1.9336  10.0472  38.1083  -0.0013  -0.0165  0.0017
Si  5.8008  10.0472  38.1083  0.0121  -0.0511  0.0031
Si  9.6679  10.0472  38.1083  0.0222  0.03  0.0011
Si  0  2.2327  38.8977  -0.0069  -0.0257  -0.0285
Si  3.8672  2.2327  38.8977  0.0064  -0.0018  -0.0056
Si  7.7343  2.2327  38.8977  -0.0155  -0.0364  -0.0164
Si  1.9336  5.5818  38.8977  -0.0007  0.0141  0.0089
Si  5.8008  5.5818  38.8977  -0.0056  0.009  0.0171
Si  9.6679  5.5818  38.8977  -0.0193  0.0075  -0.0093
Si  0  8.9308  38.8977  -0.0089  0.0182  -0.0009
Si  3.8672  8.9308  38.8977  -0.0048  -0.0015  0
Si  7.7343  8.9308  38.8977  -0.0023  -0.0093  0.0074
Si  1.9336  12.2799  38.8977  -0.0149  0.0141  -0.0029
Si  5.8008  12.2799  38.8977  0.0016  0.001  -0.0283
Si  9.6679  12.2799  38.8977  -0.0013  -0.021  -0.0051
Si  0.0772  -0.1233  28.7558  -0.0041  -0.3326  -0.2029
Si  3.9375  -0.0403  28.6393  0.0226  0.0596  -0.5573
Si  7.7479  0.111  28.7231  -0.1467  0.1184  -0.467
Si  2.012  3.3847  28.5278  -0.0774  0.2131  -0.4057
Si  5.9554  3.2336  28.5364  0.0946  -0.2817  -0.5331
Si  9.8363  3.5012  28.6402  0.0363  0.2681  -0.626
Si  0.0086  6.63  28.6973  -0.2683  -0.0993  -0.6046
Si  4.0163  6.7744  28.4105  0.1494  0.1768  -0.4923
Si  7.8094  6.7939  28.566  -0.1643  0.3651  -0.5844
Si  2.0612  9.9393  28.7922  -0.1741  -0.3262  -0.5516
Si  6.0893  10.1902  28.5887  0.3969  0.1651  -0.3744
Si  9.8087  10.0191  28.8463  0.2684  -0.1246  -0.5577
Si  0.1055  2.2148  29.2906  -0.046  -0.0431  0.3193
Si  3.941  2.2361  29.286  0.0581  -0.0627  0.2796
Si  7.9056  2.3278  29.4451  0.067  -0.0403  0.3007
Si  2.0678  5.632  29.2505  -0.0871  -0.0341  0.2881
Si  5.891  5.5516  29.1444  -0.014  -0.1281  0.3442
Si  9.67  5.6417  29.5405  0.183  0.0302  0.2843
Si  0.1175  8.8461  29.5373  -0.0153  0.1778  0.4187
Si  4.1186  8.9584  29.297  -0.0352  0.1269  0.2876
Si  7.834  8.942  29.5077  0.0062  -0.0345  0.3908
Si  2.0355  12.2158  29.4388  0.0656  0.0733  0.4423
Si  5.8762  12.329  29.5033  -0.063  0.049  0.2839
Si  9.6783  12.2942  29.4211  -0.138  0.0345  0.4027
Si  0.052  2.2323  31.7168  0.0487  -0.0438  0.023
Si  3.9122  2.2437  31.7046  -0.0438  0.0034  0.0557
Si  7.8223  2.2688  31.811  -0.0108  -0.0001  0.0741
Si  2.0052  5.6119  31.6823  0.0117  0.0031  0.0585
Si  5.854  5.5646  31.6252  -0.0662  -0.0335  0.084
Si  9.6818  5.6112  31.8767  -0.031  -0.0345  0.0899
Si  0.0639  8.9047  31.8791  0.0548  -0.0687  0.0122
Si  3.9889  8.9318  31.7199  0.047  0.0096  0.0522
Si  7.7844  8.928  31.8578  -0.0006  0.0308  0.065
Si  2.0036  12.2592  31.8103  -0.0278  -0.0711  0.0445
Si  5.8414  12.293  31.8517  -0.0364  -0.005  0.0788
Si  9.6831  12.2914  31.8023  0.0172  -0.0195  0.0448
Si  1.9836  1.12  32.5625  0.013  0.0392  -0.1989
Si  5.8479  1.1524  32.5706  0.019  -0.0109  -0.1744
Si  9.7327  1.1269  32.6026  -0.0108  0.0238  -0.1728
Si  0.0638  4.4784  32.543  -0.0227  -0.0172  -0.2348
Si  3.9189  4.4771  32.5235  0.0034  -0.0063  -0.2152
Si  7.7406  4.487  32.6046  0.0498  -0.0201  -0.1446
Si  2.0389  7.8192  32.5705  -0.0621  -0.0246  -0.1486
Si  5.8555  7.7663  32.5767  0.0032  0.0431  -0.1962
Si  9.7147  7.8298  32.6553  0.0008  -0.0102  -0.0255
Si  0.0334  11.1683  32.5966  0.0239  0.0331  -0.2235
Si  3.9222  11.1379  32.6125  0.0111  0.0537  -0.1234
Si  7.7699  11.1692  32.6296  -0.0233  0.0049  -0.1049
Si  1.9398  1.1196  34.9393  -0.0288  -0.0117  -0.004
Si  5.8032  1.1225  34.9423  0.0061  0.0268  0.0131
Si  9.6765  1.1192  34.9613  0.0169  -0.0142  0.0019
Si  0.0116  4.4661  34.9255  -0.0077  -0.0203  0.0415
Si  3.8759  4.4683  34.918  -0.0136  -0.0044  0.0094
Si  7.7277  4.4703  34.9623  -0.0323  -0.0084  0.0164
Si  1.9492  7.812  34.9409  0.0591  -0.016  0.0259
Si  5.8034  7.8037  34.9466  -0.0118  -0.0515  0.0024
Si  9.671  7.8162  34.9935  -0.0233  -0.009  -0.0225
Si  0.0029  11.1659  34.9577  -0.0181  -0.0066  -0.0081
Si  3.8716  11.1565  34.9667  0.0018  -0.0165  -0.0033
Si  7.7387  11.1638  34.9773  -0.018  0.0059  -0.0139
Si  -0.0029  0.0009  5.1557  -0.002  0.0228  -0.0056
Si  3.8614  -0.0119  5.1402  0.0106  -0.0388  -0.0321
Si  7.7221  -0.0107  5.1519  0.0027  -0.0172  -0.0307
Si  1.919  3.3542  5.1367  -0.0227  0.0223  -0.0305
Si  5.7954  3.3529  5.1255  -0.0124  0.0326  -0.0029
Si  9.667  3.3466  5.1311  0.0312  0.0084  0.0179
Si  0  6.6996  5.129  0.0418  -0.0068  0.0038
Si  3.8566  6.7016  5.1419  -0.001  0.0092  -0.0094
Si  7.7268  6.6887  5.0835  -0.0196  -0.0384  0.0145
Si  1.9295  10.0477  5.1592  0.0143  -0.0014  0.0089
Si  5.7842  10.0579  5.1286  -0.0306  0.0781  -0.0186
Si  9.679  10.0507  5.1261  0.0575  0.0299  -0.0216
Si  -0.0529  0.0015  7.5417  -0.0038  -0.0091  0.1767
Si  3.8031  -0.0477  7.5114  0.0107  0.0021  0.1422
Si  7.6565  -0.0444  7.532  0.0343  0.0462  0.1797
Si  1.8388  3.3651  7.5043  0.0062  -0.026  0.1657
Si  5.7286  3.3623  7.4854  -0.0105  -0.0386  0.0786
Si  9.6182  3.3424  7.4989  -0.0203  -0.0324  0.1387
Si  -0.0338  6.6888  7.4942  -0.0213  0.0229  0.1604
Si  3.7992  6.7139  7.5156  0.0034  0.0055  0.1613
Si  7.6619  6.6666  7.4175  0.0059  -0.0046  0.0081
Si  1.8929  10.0357  7.5515  -0.0103  0.0076  0.1271
Si  5.7198  10.0947  7.4921  -0.0067  -0.0327  0.1165
Si  9.6835  10.05  7.487  -0.0394  0.0069  0.1056
Si  -0.0707  2.2329  8.3921  -0.0327  0.0183  -0.1103
Si  3.7688  2.2085  8.1847  0.0359  -0.0278  -0.0855
Si  7.6587  2.2166  8.2394  0.0405  0.0192  -0.1244
Si  1.8784  5.5847  8.3743  -0.0049  -0.0043  -0.0526
Si  5.7267  5.6052  8.2987  -0.0197  0.0083  -0.0757
Si  9.5989  5.6018  8.2367  0.0236  -0.0066  -0.0278
Si  -0.0228  8.8883  8.3786  0.0971  -0.0249  -0.0225
Si  3.8335  8.9381  8.3752  -0.0181  0.0094  -0.0697
Si  7.6856  8.9303  8.0233  0.0063  0.0202  -0.1088
Si  1.8632  12.2632  8.3929  -0.025  -0.0242  -0.0586
Si  5.7118  12.282  8.4622  -0.0582  0.0642  -0.1096
Si  9.6143  12.2657  8.3511  0.0231  0.0587  -0.0786
Si  -0.1225  2.2363  10.8186  0.0823  -0.0047  -0.3132
Si  3.7112  2.1773  10.5052  0.0348  0.0672  -0.2922
Si  7.6194  2.2062  10.5796  0.1271  0.1062  -0.3189
Si  1.8633  5.5636  10.8008  0.0582  -0.1033  -0.1776
Si  5.7087  5.6275  10.6799  -0.0148  -0.0194  -0.3432
Si  9.5664  5.6306  10.5927  -0.0036  -0.0618  -0.454
Si  0.0145  8.8412  10.8102  -0.0336  0.0215  -0.3028
Si  3.842  8.9475  10.7903  0.1322  0.0212  -0.3715
Si  7.6794  8.9408  10.2915  -0.0588  0.0422  -0.3506
Si  1.8043  12.2546  10.8195  0.0199  -0.0449  -0.2803
Si  5.6292  12.295  10.9455  0.2305  0.0193  -0.3069
Si  9.5785  12.2566  10.7476  -0.069  -0.0069  -0.4088
Si  1.8341  1.1141  11.5057  -0.0214  -0.0707  0.5811
Si  5.6466  1.2322  11.4  -0.1288  0.2092  0.5567
Si  9.5004  1.1088  11.4536  -0.2291  -0.0558  0.5409
Si  -0.1676  4.512  11.4402  -0.2846  0.2674  0.3959
Si  3.8183  4.3613  11.3497  -0.0187  -0.1575  0.4913
Si  7.6471  4.4611  11.2669  -0.0867  0.0563  0.49
Si  2.0219  7.7542  11.6528  0.2283  -0.086  0.4498
Si  5.8739  7.8976  11.3875  0.2357  0.1213  0.5194
Si  9.5121  7.8837  11.3015  -0.1299  0.1653  0.6349
Si  -0.137  11.0683  11.5277  -0.0526  -0.2506  0.628
Si  3.6876  11.1219  11.7008  -0.2775  -0.1659  0.5797
Si  7.6189  11.0675  11.2948  -0.0094  -0.1564  0.4516
O  3.8143  10.6302  16.054  -0.1352  0.0084  -0.2026
O  10.9585  4.768  13.0383  0.1465  -0.0514  -0.292
O  9.4714  20.9607  16.2742  0.0131  0.0637  -0.1082
O  1.8928  1.1039  13.1868  -0.0817  0.0449  -0.3904
O  23.1106  24.3124  20.8064  0.0432  -0.0459  -0.037
O  2.4886  7.672  13.3059  -0.0394  0.0595  -0.5444
O  9.0495  8.1571  12.9235  0.0808  -0.0122  -0.2888
O  6.3509  8.1816  13.0077  -0.1721  -0.0531  -0.3462
O  23.454  15.0962  19.8438  -0.0142  0.0402  -0.0045
O  -0.3216  16.1207  17.4519  0.0036  -0.0013  -0.1458
O  3.4723  16.1337  24.9266  -0.0991  -0.0644  0.1505
O  2.5187  18.7289  17.4689  -0.0329  0.0904  -0.0901
O  6.1677  2.7448  26.9172  -0.148  0.2236  0.333
O  3.2016  17.6077  22.5482  0.0477  0.0626  0.0547
O  7.3974  0.3087  27.0768  0.0587  -0.1032  0.1693
O  7.2443  7.0798  24.1569  0.1251  -0.014  0.2323
O  9.9948  9.8736  27.2079  -0.0579  0.0371  0.0321
O  7.7188  7.2232  26.925  -0.0608  -0.188  0.3776
O  10.0079  3.9794  27.0028  -0.0567  -0.3041  0.35
O  -0.3579  6.4042  27.0426  0.1848  0.138  0.3086
O  10.0375  11.1316  24.9022  -0.0022  -0.0477  0.1533
O  0.1054  9.155  25.2433  0.013  -0.0745  0.1117
O  -7.3666  7.0258  26.7443  -0.0224  -0.1207  0.5831
O  6.75  10.5264  27.0481  -0.16  -0.1728  0.3167
Si  11.9462  13.5565  25.8593  -0.0969  -0.2822  -0.5306
Si  3.9083  17.4359  24.042  0.1005  -0.0184  -0.2154
Si  -2.5993  11.8746  23.8927  0.1475  0.058  -0.1619
Si  0.5262  16.3335  18.827  0.0285  -0.0273  0.0007
Si  -11.5437  10.0934  14.6022  -0.099  0.1136  0.278
Si  6.1089  17.0389  22.2788  0.0346  -0.0487  -0.0024
Si  11.4791  3.6697  23.7649  -0.1679  -0.0376  -0.1024
Si  -14.2547  14.8254  14.6582  0.1092  -0.0113  0.3284
Si  26.0185  6.9458  17.5246  0.2214  -0.1789  0.31
Si  13.2827  9.2456  25.6117  0.0166  0.2205  -0.1399
Si  -1.1059  18.6725  26.1072  0.0569  -0.0351  0.0759
Si  14.5187  24.7147  14.8606  0.0056  0.1199  0.3348
Si  3.6715  6.9178  25.2167  -0.0689  -0.0391  -0.423
Si  9.4687  14.8913  24.5958  0.0317  -0.1277  -0.3792
Si  -9.1065  1.0089  14.7047  -0.1516  -0.0517  0.3305
Si  13.2151  7.4408  14.6751  -0.2127  0.0718  0.2764
Si  24.7094  10.6449  21.1167  -0.0233  0.0728  0.1059
Si  -9.697  20.8516  20.5412  0.0667  -0.0025  -0.0684
Si  17.3259  27.774  20.5206  0.0989  0.0741  -0.0747
Si  17.5062  9.2183  20.7023  0.0811  0.0048  0.0209
Si  3.1431  30.8496  18.2766  0.1267  0.0408  0.1214
Si  21.7644  11.8164  21.0845  -0.1039  0.0073  0.0754
Si  33.5871  28.0926  20.4021  -0.0119  0.0149  0.015
Si  17.3163  7.1  18.5552  0.05  0.0158  -0.034
Si  11.6469  2.1548  15.9596  -0.1703  0.0075  0.1715
Si  23.0245  5.1417  20.995  -0.0492  -0.1625  -0.0097
Si  4.9882  -15.5649  17.0094  0.2133  -0.0217  0.168
Si  30.4727  22.7861  18.2375  0.0932  0.0402  -0.0477
Si  17.2866  2.5058  17.6957  0.053  -0.0057  0.1329
Si  6.786  1.4767  26.0748  0.1677  -0.0268  0.1074
Si  7.7156  22.3969  13.4462  0.0913  -0.0486  0.1882
Si  7.391  17.5685  14.485  0.1334  0.1186  0.1971
Si  9.0546  19.3845  16.2396  -0.062  0.1295  0.185
Si  8.8273  17.308  21.1616  -0.104  -0.0033  -0.0761
Si  6.4505  24.151  25.4546  -0.0191  -0.011  -0.2911
Si  4.1086  38.5839  19.9505  0.1462  -0.044  -0.07
Si  6.8644  13.4084  16.448  -0.0869  -0.0325  0.2221
Si  23.0953  4.8504  14.5696  -0.097  -0.1917  0.3283
Si  4.4798  13.0614  25.4332  -0.1169  -0.1297  -0.1837
Si  3.784  18.4917  21.2755  0.0215  -0.1206  -0.044
Si  -2.4847  35.9444  16.0733  0.11  -0.1032  0.4221
Si  7.509  4.6581  18.4407  0.062  0.0361  0.0399
Si  8.2857  26.5447  19.2918  -0.0808  0.0553  -0.0769
Si  -1.3786  -3.7144  25.6267  -0.0358  0.1612  -0.1343
Si  17.6683  8.1356  23.7414  0.1295  0.013  -0.1422
Si  16.3291  2.899  13.9126  0.0685  -0.0474  -0.0807
Si  1.9925  15.9584  25.5886  -0.0428  0.0841  -0.4434
Si  13.675  11.8906  24.0512  -0.0063  -0.1061  -0.0865
Si  8.3179  20.6182  25.3967  -0.0907  0.0179  -0.3637
O  13.9271  21.2307  25.1117  0.0382  -0.0795  0.1371
O  4.4105  16.8752  17.456  -0.0143  -0.0373  -0.0634
O  -2.2202  14.3508  19.1566  -0.0105  0.0001  -0.0115
O  9.3125  -2.1007  22.3885  0.0441  -0.0079  -0.0108
O  28.7037  1.7509  13.0081  0.0797  -0.1523  -0.1777
O  -3.7592  22.5723  15.0566  -0.1007  -0.0328  -0.186
O  15.0298  4.4827  19.8189  0.0084  0.0042  0.0837
O  1.8345  3.5912  26.8483  0.0831  -0.0428  0.4072
O  13.231  14.5049  26.2085  0.1063  -0.062  0.1671
O  -2.3685  5.8976  25.3037  -0.0129  -0.0306  0.0814
O  4.5511  13.2197  20.6727  -0.0452  -0.0492  0.0482
O  10.358  14.7046  15.4553  -0.0293  0.0049  -0.0882
O  16.245  7.4031  23.9886  -0.1407  -0.0232  0.1783
O  7.2791  23.0044  19.8688  -0.0502  0.0079  -0.0165
O  12.1298  6.6103  20.8907  -0.0441  0.0447  0.0116
O  8.3835  16.3339  14.8753  -0.0277  0.0766  -0.0929
O  -2.4778  11.8301  19.8043  0.0281  -0.0335  0.0097
O  3.9716  13.2751  26.9665  -0.1032  0.0123  0.2938
O  -2.41  14.4952  13.0955  0.1591  -0.0601  -0.4248
O  0.1748  17.7327  19.6032  -0.0223  0.0558  -0.0192
O  3.4154  -2.5207  13.3647  0.1565  0.0293  -0.606
O  14.7367  6.6157  21.28  -0.0307  0.0221  -0.0091
O  7.5962  4.5291  12.9221  0.0389  0.0066  -0.0475
O  11.7113  12.644  27.1797  0.0182  0.2772  0.0952
O  -1.2593  18.6183  15.6385  0.1592  -0.0509  -0.1755
O  5.8921  -1.2181  16.0381  -0.0003  0.0002  -0.0604
O  16.0352  20.5482  17.5684  -0.1465  -0.029  -0.0471
O  15.5283  3.9948  12.9924  -0.048  0.1648  -0.1935
O  10.5969  14.4557  25.6907  0.0964  0.0285  0.2765
O  12.7014  5.9103  14.6627  0.1112  0.0387  -0.1145
O  -0.3193  10.8122  13.1908  0.0117  0.1946  -0.3936
O  1.9106  9.5092  27.1884  0.0441  0.0562  0.1158
O  22.2046  13.382  21.3353  0.0437  0.0061  0.0472
O  21.7029  16.1639  23.769  -0.0177  -0.0197  0.1096
O  13.9161  7.6637  16.1459  -0.0772  0.041  -0.2521
O  16.0169  25.3827  18.3478  -0.0851  -0.005  -0.0281
O  13.3703  9.0059  21.0988  0.0045  -0.0367  -0.0023
O  19.3212  17.2742  22.3544  -0.0028  0.0394  0.0086
O  7.6936  10.5503  12.8979  -0.0111  0.0641  -0.2156
O  -5.3998  22.1453  22.2333  -0.0288  -0.018  0.0708
O  5.2876  21.3051  19.9198  -0.0307  -0.0159  0.038
O  9.7245  15.9518  21.1896  0.0485  -0.0424  0.0186
O  8.0475  28.8046  25.187  -0.1333  0.061  0.1263
O  3.1062  26.3233  14.9818  0.0546  0.0879  -0.1418
O  7.9386  27.0994  15.2752  0.0047  0.0214  -0.0989
O  12.0404  16.7775  14.9689  0.0543  0.0817  -0.1336
O  6.2011  18.9699  18.7918  0.002  0.0001  -0.0014
O  0.7028  -0.7558  24.5495  -0.0821  0.1981  0.2018
O  7.1516  13.5635  20.4083  -0.0238  -0.0153  0.0656
O  15.2574  2.1428  14.8795  0.0278  0.0778  -0.0486
O  17.0174  18.2881  21.4329  -0.0799  0.0191  0.0078
O  3.4449  18.731  24.9146  -0.0596  0.0162  0.1083
O  19.5887  17.3273  19.791  0.0075  -0.0023  -0.0245
O  23.4881  17.6784  22.3125  0.0166  0.0332  0.0533
O  8.7483  5.4661  17.7629  0.0271  0.0114  -0.0767
O  5.5018  15.2522  19.1733  -0.0523  0.026  -0.1147
O  21.3926  18.6362  21.1809  0.0705  0.0477  0.0313
O  5.9411  23.4614  17.6024  -0.0649  0.0379  -0.1017
O  10.3585  23.5007  15.603  0.1375  0.0506  -0.2187
O  7.757  32.3235  15.3397  -0.0855  -0.0722  -0.1715
O  -4.0067  12.9418  17.8419  0.0533  0.0022  -0.0276
O  13.6761  29.6438  18.3737  0.0001  -0.0122  -0.0102
O  9.1475  21.9911  25.0702  -0.0641  -0.0382  0.1197
O  11.9908  8.5037  14.5031  0.0577  -0.2347  -0.1626
O  5.5132  17.2026  23.7991  -0.0946  0.0287  0.0369
O  13.7396  7.5416  18.9075  -0.0408  0.0114  -0.1386
O  6.1687  -4.0942  24.8367  -0.0008  0.12  0.1748
O  1.3676  10.8855  15.1811  -0.0055  -0.0564  -0.1248
O  12.6523  16.0789  24.2613  0.2303  -0.0716  0.2361
O  13.9762  23.9202  24.88  0.0032  -0.0454  0.0488
O  -9.0843  11.4056  20.0676  -0.0332  0.0133  -0.0687
O  5.8456  17.121  14.7743  -0.1663  -0.0392  -0.0665
O  -4.5676  21.2013  17.9101  -0.0526  0.0011  0.0107
O  1.3426  14.5754  15.8604  0.2271  -0.0443  -0.1612
O  17.366  28.9087  21.7168  -0.0363  -0.073  0.0273
O  30.2239  3.4244  17.5038  -0.0456  -0.0665  -0.0096
O  11.4673  4.8541  24.878  0.0257  -0.0007  0.1058
O  -5.7255  1.292  16.6444  -0.0201  0.005  -0.0986
O  7.5354  -1.8743  24.5016  -0.1066  -0.0699  0.1812
O  1.8779  11.3938  22.5204  -0.035  -0.0264  0.0872
O  5.0789  11.5702  25.3153  -0.0124  0.0189  0.1442
O  9.1644  0.1024  23.7771  0.0062  0.1192  0.1335
O  5.6383  27.5763  25.1271  0.0311  0.0881  0.0291
O  8.6552  23.2107  17.5103  -0.0383  -0.0806  -0.1568
O  16.5259  23.925  20.6439  -0.0524  0.0572  0.0345
O  3.2736  26.385  24.3078  0.1824  0.1161  0.1073

Results
free energy: -215761.263 eV
free energy less fixed offsets of O -568.88, Si -635.61 eV per atom: -2.453 eV

The program warned: the cutoff lies below the one the program advises for these potential files; the exchange-correlation potential is rough where the density is thin.
